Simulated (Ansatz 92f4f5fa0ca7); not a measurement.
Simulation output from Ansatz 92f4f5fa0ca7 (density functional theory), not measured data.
Periodic cell of 177 atoms, Si107O70, from a study of silicon, its oxide and their interface. The atomic structure is a simulated model.

Settings: functional r2SCAN; potential files Ansatz norm-conserving; basis plane waves; wave-function cutoff 1300 eV; density cutoff ratio 4; exchange-correlation grid ratio 1; k mesh 2 x 2 x 1, shifted by 0.5 0.5 0.5 of a step; self-consistency stop 5e-08 eV per atom in the density residual; occupations Fermi-Dirac, 0.05 eV; spin none; net charge 0.

Cell vectors (angstrom)
a 11.54 0 0
b 0 11.54 0
c 0 0 22.8114

Atoms: element, x, y, z (angstrom)
Si -0.1369 0.368 -0.2293
Si 0.0004 3.5788 -0.071
Si 0.5108 8.0595 -0.5255
Si 3.8196 -0.1023 0.18
Si 3.7013 3.8718 -0.0953
Si 3.7724 8.2902 0.1977
Si 7.4527 -0.4163 0.2723
Si 7.7866 3.9776 -0.2905
Si 7.3063 8.8508 -0.0983
Si 1.744 0.0677 1.2633
Si 1.8721 3.8463 1.3231
Si 1.8431 7.8361 1.3851
Si 5.6633 0.1323 1.6018
Si 5.7764 3.9002 1.0747
Si 5.7387 7.8428 1.3661
Si 9.5451 0.0386 1.2436
Si 9.6009 3.991 1.1997
Si 9.9662 7.9125 0.9383
Si 1.8506 1.9384 2.6891
Si 1.8783 5.8065 2.5926
Si 1.8051 9.7355 2.7061
Si 5.7522 2.1261 2.7149
Si 5.8093 5.7987 2.5228
Si 5.6734 9.679 2.8431
Si 9.5519 2.0117 2.6098
Si 9.6964 5.953 2.4421
Si 9.6826 9.6451 2.6008
Si -0.0751 1.9303 4.0528
Si -0.0357 5.7764 3.9412
Si -0.052 9.654 4.1022
Si 3.7887 1.9612 4.0418
Si 3.8411 5.8004 3.8865
Si 3.7174 9.6787 4.1181
Si 7.6765 1.9759 4.0422
Si 7.7608 5.8327 3.8623
Si 7.7112 9.6097 4.0196
Si -0.0782 0.0154 5.4799
Si -0.0425 3.8779 5.3768
Si 0.0336 7.6438 5.3469
Si 3.785 0.0497 5.468
Si 3.7732 3.9228 5.3154
Si 3.7409 7.6622 5.3069
Si 7.6656 0.0008 5.3785
Si 7.6953 3.9394 5.3213
Si 7.7055 7.6551 5.3477
Si 1.8638 -0.0269 6.8377
Si 1.9038 3.9264 6.7504
Si 1.9113 7.5243 6.7853
Si 5.7559 0.0325 6.772
Si 5.7131 3.9434 6.6309
Si 5.6731 7.6346 6.6093
Si 9.5196 -0.1023 6.821
Si 9.5697 3.7628 6.7242
Si 9.6733 7.6253 6.684
Si 1.8527 1.9978 8.0958
Si 2.0474 5.6932 8.3407
Si 1.8564 9.4444 8.1269
Si 5.7023 2.0711 8.0323
Si 5.6591 5.79 8.0902
Si 5.7701 9.5063 7.9941
Si 9.4591 1.8258 8.1394
Si 9.6902 5.6948 8.016
Si 9.5848 9.4561 8.1675
Si -0.0995 1.815 9.3811
Si -0.0143 5.5023 9.4979
Si -0.0657 9.341 9.5651
Si 3.7899 2.0786 9.4346
Si 4.0516 5.6681 9.9452
Si 3.8751 9.4226 9.3627
Si 7.517 2.0579 9.502
Si 7.6972 6.2651 9.0879
Si 7.6323 8.6689 9.2612
Si 0.4386 -0.1274 10.5939
Si -0.3845 3.566 10.8897
Si -0.1827 7.2915 10.9357
Si 3.5582 -0.0337 10.3446
Si 4.1107 3.4787 11.392
Si 4.4769 7.8398 11.0698
Si 6.2757 0.1182 11.633
Si 6.0195 2.757 12.8003
Si 6.7935 8.6666 11.4818
Si -0.1786 -1.2412 13.1058
Si 1.4902 3.4755 13.37
Si 0.9435 4.9282 17.4555
Si 1.6182 -5.4767 14.9848
Si 7.9923 3.875 10.9731
Si 5.6913 3.2745 15.9202
Si 8.5938 -3.6723 16.1277
Si 12.1841 2.2002 16.1656
Si 13.517 8.1134 12.8222
Si -3.86 -0.0076 18.4652
Si -2.2247 7.9383 13.114
Si -1.6228 -1.9201 18.0828
Si 3.4118 5.473 16.2531
Si 5.2523 11.8677 16.9867
Si 10.3274 -0.0482 15.5627
Si 4.0611 6.4309 20.9669
Si 8.5336 5.7381 19.9783
Si -4.3835 1.5369 20.7586
Si 0.5749 -1.2192 20.1148
Si 0.0331 5.5933 20.4343
Si 2.5294 0.483 18.1721
Si 6.4501 7.7448 20.165
Si 4.0875 13.2747 20.5399
Si 7.6166 -0.6622 15.7428
Si 7.31 5.2428 17.4281
Si 4.7728 6.7168 18.3158
O 1.015 -2.2246 -1.4797
O -0.1376 -0.0233 -1.8553
O -0.1349 1.9903 -0.364
O -2.9917 -1.3523 -4.006
O 0.1571 4.1847 -1.5988
O 0.7299 6.7107 -1.4377
O 3.4437 2.9545 -1.4407
O 3.2668 1.5636 -3.6644
O 3.4605 7.8414 -1.3646
O 4.0588 6.8749 -5.941
O 4.0987 9.8537 -0.0598
O 3.8893 0.4037 -1.387
O 13.2661 -0.6149 -3.7156
O 7.7335 -4.9821 -6.2588
O 8.6867 7.9441 -0.1547
O 7.9585 2.5764 -1.1313
O 6.7062 8.9693 -1.646
O 3.6649 6.2119 -3.4034
O -0.3524 -0.0308 12.0442
O -1.5107 -2.1543 12.9882
O 1.4188 2.5727 14.7617
O -1.9516 3.7669 11.2747
O 3.553 8.1511 12.4426
O 1.2806 7.1862 11.6874
O 1.2151 -2.0017 12.7909
O 6.5752 1.22 12.7628
O 7.2653 3.7216 12.4195
O 2.904 3.3495 12.5771
O 1.7164 7.5293 14.3203
O 6.8247 10.2007 12.0746
O 5.7943 -8.6459 14.3836
O 4.6497 -0.001 11.5799
O 12.7407 5.0084 13.8283
O 10.7508 1.4941 15.8307
O 7.0354 0.6236 10.2816
O 7.7864 7.907 12.5591
O -2.2558 -4.024 14.694
O -0.0615 -0.6585 14.6069
O -0.4767 -13.6131 19.2054
O 0.2549 3.5075 17.0579
O 0.5601 6.0216 16.2736
O -3.6703 7.1806 19.6588
O 6.001 -0.3471 15.6574
O 5.5133 -3.4573 18.8526
O 2.0429 0.0079 11.0262
O 7.598 5.3953 10.512
O 4.578 4.4364 15.8949
O 5.2801 1.9559 16.789
O 10.4454 -0.8844 16.9506
O 8.8759 -0.2483 14.7665
O 7.8768 5.0839 21.3027
O 9.6461 -3.3503 17.3413
O 11.8528 3.1351 12.3131
O 10.2202 7.0104 12.1286
O -4.433 0.149 21.5693
O 1.5294 1.2172 17.1193
O -8.9791 4.693 17.4323
O 5.6735 13.5949 20.341
O 0.5748 5.4503 18.9252
O -3.5059 1.2415 19.4176
O -3.1517 4.8653 18.5954
O 5.9035 5.5495 18.1792
O 6.0539 11.3453 18.3407
O 3.7152 11.3715 17.2287
O 8.0883 0.3659 16.946
O 7.7036 -2.2885 15.972
O 5.6898 6.5506 20.9864
O 3.5652 5.3752 22.0516
O 7.0763 3.9469 16.4761
O 10.0543 6.0617 20.2951

Results
free energy: -45094.390 eV
free energy less fixed offsets of O -463.61, Si -117.95 eV per atom: -21.040 eV
pressure: -0.99 GPa
stress xx, yy, zz, yz, xz, xy (GPa, positive in tension): 0.62, 0.27, 2.07, -1.9, -0.28, 0.42

Forces (eV/angstrom), in the order of the atoms: element, x, y, z
Si 0.014 0.7375 -0.3409
Si 0.0169 -0.2794 -0.5226
Si 0.0795 -0.5277 0.3401
Si 0.1995 -0.6856 -0.6823
Si -0.1499 0.5723 -0.8224
Si 0.1381 0.2928 -0.1426
Si 0.1853 0.4203 -0.2865
Si 0.0404 -0.0889 -0.6313
Si -0.2528 -0.7336 -0.4582
Si 0.1016 -0.0334 -0.3683
Si -0.188 -0.106 -0.0603
Si 0.3372 -0.0173 -0.2301
Si -0.0456 0.0978 -0.0621
Si 0.1672 -0.0522 -0.0146
Si 0.0374 -0.0149 -0.3001
Si -0.0517 0.144 -0.0536
Si 0.1056 -0.1342 -0.0081
Si -0.4066 -0.0595 -0.8187
Si -0.119 -0.0442 0.085
Si 0.1409 0.0506 -0.0678
Si 0.1119 0.1421 0.1506
Si 0.0674 -0.0366 -0.0363
Si -0.1564 0.1229 -0.0428
Si -0.1546 -0.1682 0.1117
Si 0.1307 0.0459 -0.1985
Si 0.0629 0.1064 -0.0678
Si -0.1975 0.0755 -0.0853
Si 0.0272 0.0481 -0.087
Si -0.0455 -0.0094 0.0615
Si 0.1663 -0.0146 0.0048
Si -0.0001 0.0935 -0.0389
Si -0.0021 -0.0281 -0.0801
Si 0.0251 -0.027 -0.1516
Si 0.0341 0.0953 -0.0204
Si 0.0113 -0.042 -0.0269
Si -0.0631 0.0053 -0.126
Si -0.0141 -0.0102 -0.0196
Si 0.0291 0.0465 -0.0016
Si -0.0576 0.0123 -0.0025
Si 0.0374 -0.1141 -0.0266
Si -0.0562 0.0273 0.041
Si 0.0973 -0.032 0.0923
Si 0.0217 0.0508 -0.0858
Si 0.1115 -0.0703 -0.0494
Si -0.1103 -0.0111 0.047
Si 0.046 0.0375 0.2213
Si 0.0297 -0.1701 0.0291
Si 0.0725 0.2542 0.0459
Si 0.1267 -0.1488 0.1984
Si 0.0364 0.0055 0.0645
Si -0.1308 0.1232 -0.105
Si -0.1502 0.0578 0.101
Si -0.1999 0.0777 0.0953
Si 0.0057 -0.0317 -0.1004
Si -0.0453 0.1734 -0.2233
Si -0.0049 -0.0227 0.2603
Si 0.0354 -0.2321 -0.1336
Si -0.0648 0.0886 -0.1247
Si -0.0708 -0.0869 -0.1235
Si 0.0748 0.0137 0.0212
Si 0.1016 0.1026 -0.0628
Si 0.0223 -0.0396 -0.0154
Si 0.0005 0.0099 0.0309
Si 0.1577 -0.1441 0.1592
Si -0.0345 0.0278 0.2097
Si 0.173 0.0678 0.1542
Si -0.0515 -0.1157 -0.2114
Si -0.0215 0.0735 -0.1357
Si -0.153 0.0354 -0.1089
Si -0.3714 -0.7926 -0.2003
Si 0.0372 -0.3367 0.2591
Si -0.2161 0.0873 0.2505
Si 0.0735 0.3711 0.6104
Si -0.0783 -0.2879 0.0377
Si 0.1545 -0.1798 0.29
Si -0.2053 -0.0808 0.9277
Si -0.7261 -0.0584 0.3113
Si -0.4166 0.2991 0.1505
Si -0.1389 -0.3747 0.3576
Si 0.4303 0.0657 0.9348
Si 0.7668 0.197 0.2344
Si -0.2636 0.3661 0.6539
Si -0.3728 -0.1408 0.5802
Si 0.0072 -0.3706 0.1446
Si -0.3032 0.0429 0.1779
Si 0.4751 0.6043 0.6776
Si 0.1356 0.1057 0.3816
Si -0.1543 0.0586 0.2687
Si -0.3937 -0.1687 0.3514
Si -0.1514 -0.0358 0.2361
Si 0.2167 -0.1149 -0.1384
Si -0.1931 0.1641 0.2454
Si -0.0524 -0.0827 -0.2057
Si 0.4404 -0.0823 0.5993
Si -0.2745 -0.1249 -0.1373
Si -0.0084 0.3077 0.0772
Si -0.0701 0.0957 -0.342
Si 0.0248 0.0852 -0.2464
Si 0.231 -0.1159 -0.2629
Si 0.0066 -0.0653 -0.5822
Si -0.1386 -0.0411 -0.2347
Si 0.0224 -0.0268 -0.4808
Si 0.1478 0.3036 -0.2997
Si -0.1717 -0.1498 -0.366
Si 0.0185 -0.113 -0.1483
Si 0.0601 0.0361 -0.2266
Si 0.0802 0.0488 -0.4955
O -0.1967 -0.3325 0.2032
O 0.0638 -0.1328 0.7348
O 0.0729 -0.1125 0.1106
O 0.033 0.2275 -0.1164
O -0.0551 0.1017 0.519
O -0.0215 0.282 -0.0533
O 0.219 0.1734 0.6566
O 0.204 -0.097 0.3768
O 0.3122 -0.1492 0.4676
O -0.0791 -0.5291 0.1772
O -0.4926 0.0907 0.2414
O -0.0105 0.1814 0.5274
O -0.267 -0.0891 0.4033
O 0.0509 -0.0583 0.1258
O 0.1054 0.3397 0.5369
O -0.2171 0.168 0.2605
O 0.0459 -0.2217 0.3845
O 0.2963 0.1268 0.3269
O 0.2473 -0.207 -0.3126
O 0.147 -0.1105 -0.0922
O 0.0329 0.3144 -0.5641
O -0.4644 0.0141 -0.2331
O 0.0766 -0.1304 -0.1813
O -0.0003 0.1574 0.0554
O 0.0843 -0.2407 -0.0445
O -0.1935 0.0897 -0.4368
O -0.0435 -0.0216 -0.3851
O 0.4385 0.1786 -0.4236
O -0.0047 0.1131 -0.4542
O -0.3451 0.1794 -0.1932
O -0.1141 -0.0113 -0.6149
O 0.3767 0.0788 -0.239
O 0.2103 -0.0306 -0.0075
O 0.2448 -0.1671 -0.0579
O 0.256 0.3307 -0.0746
O -0.1558 0.0437 -0.1412
O 0.093 0.1564 -0.4176
O -0.1302 -0.2315 -0.5025
O 0.1673 0.2854 0.2434
O 0.2609 0.3083 -0.1406
O 0.5662 -0.2212 -0.2522
O -0.2447 -0.1837 0.199
O 0.2635 0.1559 0.2626
O 0.0116 -0.4998 0.3669
O -0.0353 -0.1098 -0.751
O 0.1878 -0.1907 -0.1273
O -0.1635 0.0666 -0.0541
O 0.1664 -0.0416 -0.0693
O -0.2125 -0.0884 0.0651
O -0.0362 -0.1273 0.2898
O -0.019 -0.3732 0.5033
O -0.1426 0.2071 -0.1684
O 0.2368 0.2603 -0.219
O 0.3014 0.0925 -0.4787
O 0.0492 0.0773 0.0813
O 0.0496 0.0561 0.0649
O -0.3102 0.2594 -0.4699
O -0.059 -0.0966 0.1429
O -0.0061 -0.0136 0.1466
O -0.4172 -0.1095 0.3489
O -0.1644 0.2915 0.2672
O -0.1436 0.2323 0.0859
O 0.2418 0.2203 -0.1782
O 0.1048 0.2529 0.2157
O -0.2481 -0.2824 0.1353
O 0.1563 0.038 -0.0775
O -0.2608 0.0768 0.0532
O 0.1102 -0.3895 0.181
O -0.3289 -0.0131 0.0659
O 0.0828 -0.1128 0.1571
